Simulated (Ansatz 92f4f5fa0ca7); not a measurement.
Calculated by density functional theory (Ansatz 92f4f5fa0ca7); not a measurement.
Periodic cell of 273 atoms, Si166O106As1, from a study of silicon, its oxide and their interface. The atomic structure is a simulated model.
Doubt: the cutoff is far below the 930 eV that the study's wrapper takes by default for these files, so forces and energies are approximate.
This geometry differs little from another in the collection (a relaxation step or a small displacement).

Settings: functional PBE; potential files Ansatz PAW; basis plane waves; wave-function cutoff 580 eV; density cutoff ratio 5; exchange-correlation grid ratio 1; k mesh 1 x 1 x 1, Gamma-centred; self-consistency stop 5e-08 eV per atom in the density residual; occupations fixed; spin none; net charge +1 e, with a uniform compensating background and no finite-size correction.

Cell vectors (angstrom)
a, 11.6015, 0, 0
b, 0, 13.3963, 0
c, 0, 0, 29.8085

Atoms and the computed forces on them: element, x, y, z (angstrom), force x, y, z (eV/angstrom)
Si, 11.5522, 0.1788, 22.8874, 0.0028, -0.0018, 0.0105
Si, 3.921, 0.1531, 23.0101, -0.0076, 0.0047, 0.0165
Si, 7.6665, 0.1188, 23.1272, -0.0048, 0.0124, 0.011
Si, 2.0729, 3.4573, 22.8697, -0.0019, -0.0063, 0.0218
Si, 5.9057, 3.6919, 22.9862, 0.0026, -0.0054, 0.0145
Si, 9.7612, 3.5362, 23.013, -0.0071, -0.0175, 0.0119
Si, 11.6642, 6.8585, 23.0523, 0.0003, -0.0088, 0.0138
Si, 3.9597, 7.0404, 23.181, -0.0138, -0.0045, 0.0123
Si, 7.7961, 6.8895, 23.2337, 0.0127, -0.0017, 0.0114
Si, 2.0446, 10.2324, 23.2441, -0.0019, 0.0082, 0.0101
Si, 5.8606, 10.0899, 23.3012, 0.0153, 0.0156, 0.0098
Si, 9.8457, 10.0793, 23.2203, 0.0119, 0, 0.0113
Si, 11.6993, 2.3838, 23.7327, -0.0024, 0.013, 0.0019
Si, 4.0042, 2.4039, 23.7291, -0.0017, 0.0032, -0.0041
Si, 7.7881, 2.413, 23.7559, 0.0072, 0.0074, 0.0066
Si, 2.034, 5.7101, 23.6881, -0.0007, 0.0034, -0.0035
Si, 5.8366, 5.8144, 23.9793, -0.0003, -0.0011, -0.0116
Si, 9.7408, 5.7261, 23.8866, -0.0016, 0.0051, -0.0085
Si, 11.7598, 9.0189, 24.0156, -0.0072, -0.0002, -0.0079
Si, 3.9105, 9.1327, 24.1994, 0.0001, -0.0089, -0.0045
Si, 7.8534, 9.0807, 24.0307, -0.018, -0.0068, -0.0068
Si, 1.9189, 12.5047, 23.7813, 0.0056, 0.001, 0.0014
Si, 5.7767, 12.3708, 23.9153, -0.0007, -0.0082, -0.0026
Si, 9.6812, 12.3925, 23.7576, 0.003, 0.0008, 0.0012
Si, 11.645, 2.2974, 26.1457, 0.0084, -0.0176, -0.0131
Si, 3.9215, 2.3101, 26.1368, -0.004, -0.0109, -0.0085
Si, 7.7535, 2.3199, 26.1654, -0.014, -0.0225, -0.0142
Si, 1.9799, 5.6304, 26.1318, 0.0051, 0.0032, -0.008
Si, 5.8224, 5.6794, 26.3193, -0.0016, -0.0059, -0.0024
Si, 9.7046, 5.6336, 26.2527, -0.0066, 0.0003, -0.0009
Si, 11.6709, 8.9573, 26.3441, 0.001, 0.0119, -0.0074
Si, 3.8933, 9.0089, 26.4964, -0.0066, 0.0133, -0.0186
Si, 7.7897, 8.992, 26.3614, 0.0113, 0.0107, -0.0081
Si, 1.9359, 12.3759, 26.1819, -0.0058, -0.0058, -0.0148
Si, 5.7962, 12.3268, 26.2744, -0.0036, -0.0064, -0.0097
Si, 9.6838, 12.3421, 26.158, 0.001, -0.0132, -0.0153
Si, 1.978, 1.1923, 26.9689, -0.0025, 0.0156, 0.0272
Si, 5.8233, 1.1802, 26.997, 0.0197, 0.0252, 0.0218
Si, 9.6903, 1.1773, 26.9551, -0.0104, 0.0236, 0.0137
Si, 11.6508, 4.5099, 26.9847, -0.002, 0.0028, 0.009
Si, 3.8885, 4.5099, 26.9972, -0.0033, 0.0005, 0.0108
Si, 7.7527, 4.5194, 27.0398, 0.0076, 0.0005, 0.0014
Si, 1.9687, 7.8075, 27.1089, -0.0076, -0.0242, 0.0042
Si, 5.8528, 7.8853, 27.1569, 0.0036, -0.0169, -0.01
Si, 9.7166, 7.8447, 27.0805, 0.0003, -0.0169, 0.0022
Si, 11.6161, 11.2303, 26.9884, 0.0061, 0.0075, 0.0161
Si, 3.8496, 11.2716, 27.0961, -0.001, 0.0115, 0.0153
Si, 7.7631, 11.2402, 27.0342, 0.0007, 0.0073, 0.0108
Si, 1.948, 1.1241, 29.36, 0.0106, 0.0258, -0.0176
Si, 5.7986, 1.1276, 29.3934, -0.0082, -0.0032, -0.0195
Si, 9.6456, 1.1269, 29.3607, 0.0358, -0.0023, -0.0116
Si, 0.0071, 4.4515, 29.3772, 0.0259, 0.0198, 0.0038
Si, 3.8709, 4.4466, 29.368, -0.0046, 0.0145, 0.0063
Si, 7.7163, 4.4625, 29.4114, 0.0148, 0.0138, 0.0129
Si, 1.9403, 7.7659, 29.461, 0.0125, 0.0127, 0.0266
Si, 5.8294, 7.8265, 29.5008, 0.009, 0.0153, 0.0535
Si, 9.6812, 7.7886, 29.4259, 0.0106, 0.0226, 0.035
Si, -0.0061, 11.1648, 29.3553, -0.0063, 0.0071, 0.0087
Si, 3.8679, 11.196, 29.4496, -0.0074, 0.0158, 0.0182
Si, 7.7539, 11.1809, 29.3898, 0.0025, 0.0048, 0.0195
Si, -0.0036, -0.0021, 0.308, -0.0149, -0.0086, -0.0049
Si, 3.8626, 0.0116, 0.4232, 0.011, -0.0019, 0.0591
Si, 7.7161, -0.0084, 0.3844, -0.0318, -0.0163, -0.0049
Si, 1.9441, 3.3348, 0.3573, 0.003, -0.0316, -0.0276
Si, 5.7819, 3.3366, 0.4204, -0.0103, -0.0162, -0.0113
Si, 9.6527, 3.3493, 0.3642, -0.0285, -0.0015, -0.0245
Si, -0.0072, 6.6646, 0.4131, -0.0178, -0.0092, -0.0283
Si, 3.8911, 6.6579, 0.3927, -0.0075, -0.0079, -0.0425
Si, 7.7557, 6.679, 0.4366, -0.0022, -0.0116, -0.0284
Si, 1.9241, 10.0454, 0.3477, 0.0019, -0.0171, -0.0113
Si, 5.8239, 10.0888, 0.4107, 0.005, -0.0096, -0.0168
Si, 9.6764, 10.0314, 0.3605, 0.0039, -0.0164, -0.0153
Si, 11.4842, -0.0125, 2.6692, -0.0364, -0.0441, -0.0191
Si, 3.8876, -0.0284, 2.8238, 0.052, -0.0716, -0.1082
Si, 7.6536, -0.0869, 2.7627, -0.0069, -0.0107, 0.0124
Si, 1.9305, 3.2708, 2.7129, 0.0038, 0.0028, 0.0223
Si, 5.7487, 3.2657, 2.817, 0, 0.0078, 0.0137
Si, 9.5939, 3.3022, 2.7358, -0.0089, 0.0057, 0.0305
Si, 11.5687, 6.615, 2.7667, 0.0077, 0.0125, 0.0192
Si, 3.8674, 6.6005, 2.7345, 0.0011, 0.005, 0.0317
Si, 7.7404, 6.6256, 2.7968, -0.0061, 0.0084, 0.0249
Si, 1.9182, 9.9232, 2.7061, 0.0096, 0.0014, -0.0376
Si, 5.8331, 10.0422, 2.78, 0.0027, 0.0003, 0.0096
Si, 9.6749, 9.9672, 2.7228, -0.0001, 0.0049, 0.0088
Si, 11.5555, 2.2118, 3.4348, 0.028, 0.02, -0.0067
Si, 3.8, 2.1452, 3.6857, -0.0266, 0.0421, 0.01
Si, 7.6808, 2.1118, 3.5647, -0.0057, -0.002, -0.014
Si, 1.9074, 5.4921, 3.481, -0.0077, -0.0207, -0.0127
Si, 5.8003, 5.5181, 3.5907, 0.0014, -0.0116, -0.0127
Si, 9.6532, 5.5042, 3.6372, 0.0006, -0.0043, -0.0178
Si, 11.5945, 8.8549, 3.5661, -0.0311, -0.0109, 0.008
Si, 3.9098, 8.858, 3.4289, 0.0124, 0.0049, -0.0062
Si, 7.7474, 8.8675, 3.5606, 0.0011, -0.0011, -0.0032
As, 1.841, 12.2158, 3.5353, 0.0119, 0.0343, -0.0284
Si, 5.7622, 12.2029, 3.7796, -0.0305, 0.0259, -0.0029
Si, 9.5992, 12.1815, 3.5061, 0.0251, 0.0133, -0.0102
Si, 11.4676, 2.1585, 5.7526, -0.0023, 0.0159, 0.0315
Si, 3.7325, 2.0342, 6.1015, 0.0088, 0.0216, 0.0281
Si, 7.6037, 1.9673, 5.9329, 0.0205, -0.0059, 0.0194
Si, 1.8787, 5.3935, 5.8106, 0.0013, 0.0333, 0.0138
Si, 5.8062, 5.4555, 5.9609, 0.0039, 0.0183, 0.0221
Si, 9.6223, 5.4318, 6.0337, 0.002, 0.0128, 0.0206
Si, 11.6369, 8.7761, 5.9416, 0.0023, 0.0095, 0.0094
Si, 3.9187, 8.7646, 5.7458, -0.0022, -0.0241, 0.0273
Si, 7.7795, 8.8039, 5.931, -0.0103, -0.0028, 0.0087
Si, 1.7897, 12.1542, 5.9575, -0.0376, -0.0483, 0.1163
Si, 5.7241, 12.1175, 6.2835, 0.0229, -0.037, 0.033
Si, 9.5795, 12.1093, 5.8619, 0.0047, -0.0206, 0.0152
Si, 1.6288, 0.9994, 6.7396, -0.0089, -0.0895, -0.0126
Si, 5.6714, 0.987, 7.038, -0.0253, -0.0012, -0.0342
Si, 9.6304, 0.9338, 6.6001, -0.0117, -0.0006, -0.0218
Si, 11.5761, 4.3133, 6.7334, 0.0002, -0.0371, -0.0187
Si, 3.8255, 4.3284, 6.5897, -0.0006, -0.0436, -0.0273
Si, 7.6952, 4.1728, 6.6509, -0.0038, -0.0326, -0.0276
Si, 2.029, 7.615, 6.52, 0.0011, -0.0279, -0.0293
Si, 5.838, 7.7245, 6.7114, 0.0022, -0.003, -0.0379
Si, 9.7145, 7.6918, 6.7507, 0.0023, 0.0152, -0.0269
Si, 11.4321, 10.969, 6.7832, 0.0874, 0.071, -0.0271
Si, 3.6729, 10.9039, 6.6568, -0.108, 0.1013, 0.0206
Si, 7.7622, 10.9621, 6.8799, 0.0009, 0.048, -0.0349
O, 9.9011, 7.8999, 8.4045, -0.0058, -0.0191, 0.0034
O, 9.9025, 0.8253, 8.244, 0.0103, 0.002, 0.0077
O, 1.0288, 0.8888, 8.3148, -0.0057, 0.0385, -0.0203
O, 2.9889, 10.6026, 8.1454, 0.0641, -0.0174, -0.0577
O, 5.8124, 7.9077, 8.3665, 0.0071, 0.0019, 0.0159
O, 5.6039, 1.191, 8.7121, 0.01, -0.0017, 0.02
O, 3.7589, 4.3261, 8.2311, 0.0122, 0.0204, 0.0096
O, 7.6542, 3.723, 8.2693, -0.0046, 0.0197, -0.0001
O, 0.0624, 4.2581, 8.3977, -0.0002, 0.0126, 0.002
O, 11.1628, 10.9592, 8.4289, -0.0145, -0.0096, 0.0774
O, 8.1349, 10.77, 8.5094, -0.0166, -0.0054, 0.0275
O, 2.3787, 7.4783, 8.1166, 0.001, -0.0003, 0.0253
O, 11.4278, 0.2077, 21.2138, -0.0065, 0.003, -0.0116
O, 9.7596, 3.6411, 21.353, 0.008, 0.0053, -0.0103
O, 4.136, 7.5523, 21.5977, 0.006, 0.0091, 0.003
O, 6.0089, 4.1823, 21.3782, -0.0062, 0.006, -0.0111
O, 5.7509, 9.7504, 21.6689, -0.0095, -0.0101, 0.0027
O, 2.1458, 3.3818, 21.1942, 0.0072, -0.0033, -0.0231
O, 7.3508, 13.4476, 21.4922, 0.0071, -0.0107, -0.0071
O, 4.0226, 0.1555, 21.3525, -0.0038, -0.0036, -0.0205
O, 7.7442, 6.9684, 21.5872, -0.0043, 0.0066, -0.0076
O, 2.1382, 10.1668, 21.5981, 0.0047, -0.0026, -0.0059
O, 11.5395, 6.9695, 21.3959, 0.0028, 0.0014, -0.0114
O, 10.1613, 9.6413, 21.6343, -0.0063, 0.0029, -0.0035
Si, 11.5819, 6.4545, 11.2983, -0.0009, 0.0032, 0.0384
Si, 1.5719, 10.3674, 16.2468, -0.0017, -0.0025, -0.0072
Si, 0.2359, 3.6872, 9.9216, -0.007, -0.0121, 0.0245
Si, 8.0854, 12.8566, 20.1689, -0.0023, 0.0056, -0.0168
Si, 2.8203, 10.4712, 9.7594, -0.0017, -0.0028, 0.0104
Si, 2.5761, 10.3929, 20.0508, 0.005, 0.0022, -0.0197
Si, 10.3508, 3.7041, 19.8301, -0.0035, -0.0012, -0.0162
Si, 0.2549, 12.8029, 17.0856, -0.0012, 0.0078, -0.0005
Si, 10.8157, 0.7003, 19.7646, 0.0022, 0.0056, -0.014
Si, 3.1627, 7.7538, 16.2318, -0.0011, -0.0077, -0.0027
Si, 0.3293, 6.4879, 19.8904, -0.0073, -0.004, -0.0179
Si, 9.3904, 2.525, 14.291, -0.0004, 0, 0.0114
Si, 2.9156, 2.5425, 11.0484, -0.0086, -0.0098, 0.0361
Si, 5.1353, 11.9822, 15.3461, 0, 0.0021, 0.0042
Si, 4.9411, 8.6801, 20.7147, 0.0041, -0.002, -0.0207
Si, 3.6095, -0.3945, 11.2851, -0.0011, -0.0087, 0.0277
Si, 5.5924, 8.8866, 14.802, -0.0012, -0.0022, 0.0052
Si, -0.1753, 11.3134, 10.0174, -0.0154, -0.0121, -0.0297
Si, 9.4528, 10.017, 20.2139, -0.0001, -0.0029, -0.0225
Si, 3.4607, 0.0491, 19.8202, 0.0012, -0.002, -0.0108
Si, 7.4671, 4.7054, 9.5526, 0.0004, -0.0068, 0.0216
Si, 2.3701, 12.3586, 14.1588, 0.0019, 0.001, 0.0079
Si, 6.1898, 0.592, 10.1481, -0.0019, -0.013, 0.0183
Si, 2.799, 2.902, 19.7526, -0.0049, 0.0016, -0.0134
Si, 5.7165, 4.447, 13.6542, 0.0039, -0.0037, 0.0297
Si, 7.4781, 0.2126, 15.5929, 0.0014, 0.0057, 0.0035
Si, 9.6141, 11.3452, 15.2021, 0.0024, 0.0004, -0.0004
Si, 1.9931, 6.5695, 13.5496, -0.0048, 0.0007, 0.0271
Si, 2.8444, 3.531, 14.0175, -0.0029, -0.0021, 0.0158
Si, 11.7027, 9.1729, 18.4083, -0.0032, -0.0033, -0.0173
Si, 11.2277, 0.8694, 9.2097, 0.005, -0.0183, 0.0029
Si, 9.1232, 7.3234, 9.7223, 0.0065, 0.019, 0.0221
Si, 8.6755, 8.5596, 14.58, 0.0001, -0.0016, 0.0106
Si, 4.7805, 7.1623, 12.3562, 0.0007, 0.0034, 0.03
Si, 2.9734, 5.6306, 18.7476, 0.0031, -0.0054, -0.019
Si, 2.5377, 7.4044, 9.7195, 0.0087, 0.0301, 0.0205
Si, 6.2618, 8.4325, 9.8489, -0.0003, 0.0056, 0.0243
Si, 4.3307, 4.7629, 9.6742, -0.0072, -0.0008, 0.0291
Si, 9.3421, 10.4978, 12.2839, 0.0091, 0.0087, 0.0149
Si, 5.9507, 13.0261, 17.9564, -0.0051, 0.0013, -0.011
Si, 7.9799, 4.9365, 18.3566, -0.0009, -0.0015, -0.019
Si, 8.3087, 5.4123, 15.196, -0.0013, -0.0034, 0.0177
Si, 7.3238, 11.0813, 9.9202, 0.0182, -0.0007, -0.0001
Si, 5.3888, 4.2075, 19.8593, 0.008, -0.0091, -0.0182
Si, 0.7881, 1.4962, 15.0385, -0.0002, -0.0004, 0.0091
Si, 7.5549, 7.5304, 20.0787, -0.007, -0.0021, -0.0218
Si, 7.6463, 2.7908, 11.8694, 0.0027, -0.0082, 0.041
O, 3.4515, 6.0843, 10.1049, 0.0044, -0.0067, -0.0177
O, 1.9459, 2.6669, 15.0817, -0.0002, 0, -0.0033
O, -0.3697, 12.9432, 10.1797, 0.0053, -0.0015, -0.0187
O, 8.356, 8.907, 19.8217, 0.0034, 0.0032, 0.0176
O, 2.4241, 1.3129, 19.5092, -0.0011, 0.0003, 0.0162
O, 8.1467, 5.3105, 16.7979, 0.0009, 0.0042, -0.0078
O, 2.7386, 11.9831, 19.7024, -0.0005, -0.0003, 0.0173
O, 7.1634, 8.7693, 15.1484, 0.001, 0.0027, -0.0031
O, 1.2912, 0.1932, 14.1717, 0.0002, -0.0014, -0.007
O, 4.4118, 3.8195, 14.4507, 0.0006, 0.0026, -0.0065
O, 4.2514, 3.418, 10.6288, 0.0031, -0.0039, -0.0224
O, 10.9575, 2.0841, 14.4841, 0.0011, -0.0001, -0.0057
O, 11.3873, 4.8459, 10.9851, -0.0001, 0.0073, -0.0164
O, 10.8517, 12.0218, 16.0337, -0.0051, -0.0046, -0.0001
O, 8.9392, 6.9111, 14.7644, 0.0007, 0.0047, -0.0069
O, 1.7894, 3.3556, 10.2204, 0.0087, 0.0033, -0.0208
O, 8.4629, 5.9336, 9.2135, -0.0062, -0.0027, -0.0156
O, 11.1463, 2.2965, 19.5209, 0.0012, -0.0029, 0.0156
O, 5.4042, 7.6137, 10.9303, -0.0095, -0.011, -0.0044
O, 11.4162, 7.5954, 18.7824, -0.0011, 0.0067, 0.0107
O, 7.8693, 8.2664, 10.1508, 0.0009, -0.009, -0.0167
O, 10.1333, 7.1538, 10.9891, 0.0032, -0.0047, -0.0151
O, 9.221, 4.1141, 14.722, 0.0012, 0.0009, -0.0064
O, 8.8349, 11.4734, 20.5316, -0.0002, -0.0014, 0.015
O, 10.5539, 10.5112, 11.1571, -0.0139, -0.0058, 0.0032
O, 8.3652, 12.2389, 15.7598, 0.0001, -0.0007, 0.0001
O, 4.4425, 2.881, 19.8045, -0.0011, 0.0013, 0.0159
O, 4.6601, 0.2218, 18.734, 0.0119, -0.0013, 0.0049
O, 10.4769, 10.0944, 18.9581, 0.0053, -0.0006, 0.0108
O, 6.7987, 0.6904, 17.0216, 0.0016, 0.0025, 0.0027
O, 0.5186, 6.7521, 12.8279, 0.0039, -0.0007, -0.0136
O, 1.049, 7.15, 10.2967, -0.0101, -0.01, -0.0163
O, 3.1451, 7.1951, 12.5546, -0.0008, -0.0014, -0.017
O, 3.9558, 9.5618, 19.768, -0.0046, 0.0033, 0.0139
O, 6.7928, 5.205, 14.6115, -0.003, 0.0018, -0.0122
O, 0.5796, 0.9163, 16.5486, 0.0016, 0.0016, 0.0012
O, 1.5534, 11.7858, 17.1044, 0.0015, -0.0033, 0.0086
O, 5.4122, 8.2891, 13.3154, -0.0002, 0.0017, -0.009
O, 2.9701, 12.3661, 12.6388, -0.0042, 0.0019, -0.0047
O, 6.4304, 3.1932, 12.8878, -0.0036, 0.004, -0.0131
O, 2.7975, 9.3236, 16.5838, -0.0012, 0.0027, 0.005
O, 5.9965, 7.8887, 19.7617, 0.0051, -0.0028, 0.0165
O, 1.9504, 6.3925, 19.7623, 0.0049, -0.0013, 0.0156
O, 1.4478, 9.688, 19.1451, -0.0081, -0.005, 0.0101
O, 9.4918, 9.7138, 15.4629, -0.002, -0.0018, 0.002
O, 3.1075, 8.8993, 10.1742, -0.0129, -0.008, -0.0276
O, 8.9663, 9.0434, 13.0083, -0.0012, -0.0009, -0.0078
O, 2.1541, 7.3086, 15.0009, 0.0001, -0.0001, -0.005
O, 9.135, 3.8688, 18.7696, -0.0057, 0.0017, 0.0103
O, 4.7352, 7.9039, 15.7991, 0.0021, 0.0036, 0.0009
O, 7.2502, 1.5975, 10.8432, 0.0033, 0.009, -0.0131
O, 8.1222, 6.364, 19.1185, 0.0024, -0.0083, 0.0125
O, 5.9089, 5.1667, 9.6167, -0.0005, -0.0013, -0.0161
O, 6.9912, -0.9382, 19.0559, -0.0065, 0.0006, 0.0073
O, 11.067, 2.2475, 10.0906, 0.0005, 0.0203, -0.0137
O, 8.9809, 2.3911, 12.7107, 0.0009, 0.001, -0.0153
O, 9.7069, 11.5092, 13.5449, -0.0052, -0.0018, -0.0068
O, 6.5667, 4.208, 18.7393, 0.0052, 0.0029, 0.0112
O, 6.039, 10.0537, 9.9506, -0.0003, -0.002, -0.0208
O, 1.3393, 10.8312, 10.3093, 0.0141, -0.0023, -0.0261
O, 5.1659, 10.465, 14.7434, 0.0019, -0.0032, -0.0063
O, 1.6911, 10.9112, 14.6642, 0.0002, -0.0012, -0.0038
O, 11.3628, 13.0766, 18.6126, 0.0056, -0.0103, -0.0005
O, 5.4411, 11.8413, 16.951, 0, -0.0042, 0.0012
O, 8.0783, 10.9977, 11.3662, 0.0053, -0.0022, 0.0001
O, 11.3066, 5.0084, 19.6219, 0.0034, 0.0049, 0.0154
O, 8.3722, 1.4809, 15.0752, -0.0009, -0.0025, -0.0007
O, 2.4316, 4.0494, 18.6004, -0.0013, 0.0058, 0.0085
O, 3.7463, 11.6955, 10.3142, -0.0015, 0.0131, -0.0285
O, 9.1819, 0.5747, 19.7119, -0.0014, -0.0013, 0.0176
O, 2.7819, 2.6398, 12.6575, 0.0003, 0.0068, -0.0009
O, 3.6519, 12.6291, 15.1343, 0.0017, 0.0026, -0.002
O, 7.9908, 4.0894, 10.9491, -0.0009, 0.0014, -0.0128
O, 5.1204, 0.2376, 11.3387, -0.001, 0.0047, -0.0153
O, 4.4279, 5.4948, 19.4925, -0.0069, 0.0027, 0.0154
O, 6.2092, 13.0556, 14.6748, 0.0019, -0.0018, -0.0072
O, 3.057, 6.5733, 17.3886, 0.0006, 0.0098, -0.0017
O, 2.79, 0.931, 10.7155, 0.0021, 0.0053, -0.0222
O, 0.2925, 9.4546, 16.7956, 0.0039, 0.0037, -0.0038
O, 5.2225, 5.6106, 12.6152, 0.0021, -0.0023, -0.0177
O, 2.1435, 4.97, 13.7711, 0.0031, -0.0007, -0.0105
O, 6.8971, 12.616, 9.6902, -0.0067, 0.0074, -0.0098

Results
free energy: -170670.605 eV
free energy less fixed offsets of As -4856.12, O -568.88, Si -635.61 eV per atom: -1.945 eV

The program warned: the cutoff lies below the one the program advises for these potential files; the forces do not sum to zero within the program's tolerance; the exchange-correlation potential is rough where the density is thin.
